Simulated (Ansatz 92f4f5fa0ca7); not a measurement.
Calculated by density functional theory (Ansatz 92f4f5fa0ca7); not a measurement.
Periodic cell of 225 atoms, Si135O82H8, from a study of silicon, its oxide and their interface. The atomic structure is a simulated model.
Doubt: the cutoff is low for norm-conserving oxygen, so forces and energies are approximate.
Doubt: the program's own warning below bears on the result.
This geometry differs little from another in the collection (a relaxation step or a small displacement).

Settings: functional HSE06; potential files SPMS norm-conserving; basis plane waves; wave-function cutoff 800 eV; density cutoff ratio 4; exchange-correlation grid ratio 1; k mesh 1 x 1 x 1, Gamma-centred; occupations fixed; spin none; net charge 0.

Cell vectors (angstrom)
a, 10.938, 0, 0
b, 0, 10.938, 0
c, 0, 0, 31.807

Atoms: element, x, y, z (angstrom)
Si, 0.4749, 10.4308, 24.4372
Si, 5.9214, 10.3926, 24.439
Si, 2.2303, 3.1588, 24.3731
Si, 7.4711, 3.0993, 24.2407
Si, 0.3777, 4.9856, 24.3133
Si, 5.9026, 5.0328, 24.478
Si, 2.1959, 8.6818, 24.4408
Si, 7.6758, 8.673, 24.4351
Si, 1.3512, 1.351, 25.6543
Si, 6.7762, 1.3236, 25.6573
Si, 4.0403, 4.1029, 25.6415
Si, 9.4797, 3.9986, 25.4873
Si, 1.3003, 6.8043, 25.6158
Si, 6.8417, 6.8285, 25.7094
Si, 4.0661, 9.537, 25.654
Si, 9.5412, 9.5652, 25.635
Si, 2.7735, 0.0362, 27.0266
Si, 8.2367, 0.0415, 27.0216
Si, -0.0677, 2.7075, 26.9839
Si, 5.4115, 2.7127, 27.0213
Si, 2.7345, 5.5171, 27.0166
Si, 8.2621, 5.4533, 26.9937
Si, -0.0565, 8.1685, 27.0152
Si, 5.4235, 8.1692, 27.0426
Si, 4.1018, 1.3673, 28.3888
Si, 9.5708, 1.3673, 28.3888
Si, 1.3673, 4.1018, 28.3888
Si, 6.8362, 4.1018, 28.3888
Si, 4.1018, 6.8362, 28.3888
Si, 9.5708, 6.8362, 28.3888
Si, 1.3673, 9.5708, 28.3888
Si, 6.8362, 9.5708, 28.3888
Si, 0, 0, 29.756
Si, 5.469, 0, 29.756
Si, 2.7345, 2.7345, 29.756
Si, 8.2035, 2.7345, 29.756
Si, 0, 5.469, 29.756
Si, 5.469, 5.469, 29.756
Si, 2.7345, 8.2035, 29.756
Si, 8.2035, 8.2035, 29.756
Si, 1.3673, 1.3673, 31.1233
Si, 6.8362, 1.3673, 31.1233
Si, 4.1018, 4.1018, 31.1233
Si, 9.5708, 4.1018, 31.1233
Si, 1.3673, 6.8362, 31.1233
Si, 6.8362, 6.8362, 31.1233
Si, 4.1018, 9.5708, 31.1233
Si, 9.5708, 9.5708, 31.1233
Si, 2.7345, 0, 0.6835
Si, 8.2035, 0, 0.6835
Si, 0, 2.7345, 0.6835
Si, 5.469, 2.7345, 0.6835
Si, 2.7345, 5.469, 0.6835
Si, 8.2035, 5.469, 0.6835
Si, 0, 8.2035, 0.6835
Si, 5.469, 8.2035, 0.6835
Si, 4.1018, 1.3673, 2.0507
Si, 9.5708, 1.3673, 2.0507
Si, 1.3673, 4.1018, 2.0507
Si, 6.8362, 4.1018, 2.0507
Si, 4.1018, 6.8362, 2.0507
Si, 9.5708, 6.8362, 2.0507
Si, 1.3673, 9.5708, 2.0507
Si, 6.8362, 9.5708, 2.0507
Si, 0, 0, 3.418
Si, 5.469, 0, 3.418
Si, 2.7345, 2.7345, 3.418
Si, 8.2035, 2.7345, 3.418
Si, 0, 5.469, 3.418
Si, 5.469, 5.469, 3.418
Si, 2.7345, 8.2035, 3.418
Si, 8.2035, 8.2035, 3.418
Si, 1.3975, 1.4487, 4.8021
Si, 6.9001, 1.3722, 4.7653
Si, 4.0709, 4.0489, 4.8132
Si, 9.5704, 4.0851, 4.7941
Si, 1.4473, 6.8299, 4.7969
Si, 6.8462, 6.8992, 4.7892
Si, 4.0685, 9.5138, 4.8019
Si, 9.5384, 9.5379, 4.7649
Si, 2.7707, 0.0461, 6.1299
Si, 8.2223, -0.0131, 6.1643
Si, 0.0211, 2.7998, 6.2468
Si, 5.5334, 2.7088, 6.1377
Si, 2.7422, 5.4222, 6.2697
Si, 8.289, 5.5738, 6.1142
Si, 0.0797, 8.2619, 6.0846
Si, 5.4415, 8.1723, 6.2476
Si, 4.6341, 0.8764, 7.3647
Si, 10.0788, 0.8865, 7.3751
Si, 0.8198, 4.6715, 7.6127
Si, 6.5883, 4.4917, 7.3051
Si, 4.7068, 6.166, 7.4417
Si, 10.0485, 6.5953, 7.4263
Si, 0.9186, 10.1257, 7.3242
Si, 6.3529, 10.0658, 7.3884
H, 9.739, 1.1924, 8.8019
H, 1.2863, 9.7824, 8.7302
H, 4.2655, 1.204, 8.7789
H, 6.6764, 9.7608, 8.8165
O, 4.3378, 6.1509, 9.068
O, 7.3575, 4.0042, 8.7303
O, 9.5577, 7.4388, 8.7996
O, 1.0662, 4.3019, 9.2364
H, 5.5947, 10.7453, 23.0155
H, 8.0055, 8.3305, 23.0125
H, 0.1552, 10.7798, 23.0115
H, 2.5567, 8.3893, 23.0192
O, 5.5905, 5.7144, 23.0009
O, 7.3001, 2.5157, 22.6611
O, 10.7605, 5.5107, 22.8318
O, 2.7856, 2.5248, 22.926
Si, 9.8844, 0.8629, 19.8001
Si, 4.1065, 5.0841, 13.2329
Si, 5.5759, 8.4564, 12.2329
Si, 1.427, 3.6176, 10.6628
Si, 4.795, 1.2973, 19.4459
Si, 6.9597, 4.1821, 10.2891
Si, 2.361, 5.2241, 17.7915
Si, 9.975, 8.3815, 17.495
Si, 10.2182, 6.0787, 21.4133
Si, 2.2004, 1.0008, 14.7539
Si, 2.9838, 7.6549, 16.3055
Si, 0.6128, 3.7159, 19.7084
Si, 9.9375, 6.4503, 15.197
Si, 8.435, 3.6358, 12.8776
Si, 6.5831, 2.0508, 14.9362
Si, 1.1931, 5.6033, 13.2273
Si, 7.9907, 4.8386, 17.1537
Si, 4.3908, 2.9053, 11.3351
Si, 3.9994, 6.8168, 10.4835
Si, 9.6816, 8.2383, 10.2039
Si, 8.6804, 1.7242, 17.0539
Si, 4.9444, 5.5536, 21.5326
Si, 7.5023, 2.2004, 21.0654
Si, 7.8669, 6.4496, 11.9621
Si, 5.7051, 6.124, 15.6972
Si, 7.1709, 8.6263, 16.513
Si, 4.5646, 9.2728, 18.2365
Si, 4.0641, 2.8063, 16.637
Si, 8.8234, 10.6354, 11.6011
Si, 3.1938, 7.3626, 20.0226
Si, 3.0857, 9.2547, 13.732
Si, 1.4948, 8.1068, 11.4906
Si, 0.0041, 1.8021, 12.4514
Si, 0.2983, 8.7103, 20.1941
Si, 10.7055, 10.8465, 15.9445
Si, 3.1599, 2.9477, 21.4054
Si, 7.6588, 5.2341, 20.1577
Si, 6.1547, 0.603, 12.2292
Si, 8.9526, 9.1633, 14.2581
O, 4.4872, 8.453, 13.4523
O, 1.9461, 8.4469, 20.2158
O, 2.223, 9.2959, 12.3397
O, 6.4293, 5.0045, 16.6539
O, 10.693, 4.9991, 20.2576
O, 7.5088, 3.126, 14.1193
O, 6.1148, 5.7065, 20.402
O, 8.347, 8.2907, 17.599
O, 0.0665, 5.4975, 14.4024
O, 3.6355, 1.6564, 20.5379
O, 6.7828, 7.3281, 15.6242
O, 4.9445, 1.387, 11.4771
O, 3.2429, 8.9518, 17.2988
O, 4.1299, 5.8438, 11.7901
O, 8.4301, 5.2779, 12.9719
O, 7.8822, 3.3553, 11.3555
O, 3.5017, 4.2826, 17.0743
O, 4.5726, 10.6888, 19.013
O, 2.8371, 6.0301, 19.1356
O, 4.3521, 4.0472, 21.378
O, 5.321, 2.8156, 15.6032
O, 8.9369, 5.457, 15.992
O, 0.524, 2.3122, 10.9913
O, 5.4231, 3.6987, 10.3846
O, 10.8566, 2.2095, 19.6477
O, 8.9248, 0.8801, 18.4447
O, 4.3964, 6.8484, 16.3033
O, 7.352, 1.3194, 16.1884
O, 10.6753, 7.6798, 21.3634
O, 6.1582, 0.9434, 13.8223
O, 1.9632, 6.4642, 16.7894
O, 7.8341, 9.5943, 15.3775
O, 3.7738, 6.6999, 21.405
O, 7.0711, 5.7503, 10.7143
O, 5.9112, 9.2472, 17.312
O, 2.655, 5.3521, 13.9303
O, 4.5563, 2.1209, 18.0433
O, 10.6588, 7.9566, 18.8794
O, 2.914, 2.1251, 15.6846
O, 5.3049, 5.5131, 14.2389
O, 0.2642, 8.6481, 10.6105
O, 0.9898, 7.087, 12.634
O, 10.5712, 7.425, 16.338
O, 7.6242, 0.8022, 11.5162
O, 8.5097, 3.3083, 17.3617
O, 4.4941, 8.1312, 19.3934
O, 6.7919, 7.4643, 12.6511
O, 7.8384, 3.6239, 20.3503
O, 1.147, 4.1945, 18.2197
O, 10.211, 0.4144, 12.0333
O, 3.2604, 10.8322, 14.1459
O, 1.1281, 4.61, 11.9334
O, 4.3202, 3.5099, 12.8573
O, 8.5872, 6.0505, 21.2351
O, 10.6998, 10.335, 20.1548
O, 5.0064, 8.0463, 10.7663
O, 8.0923, 5.5624, 18.6139
O, 10.2865, 10.0296, 14.6015
O, 2.956, 3.0625, 10.612
O, 2.4362, 8.327, 14.9208
O, 8.909, 9.6979, 10.2493
O, 1.3416, 0.1744, 15.848
O, 5.9007, 9.9906, 11.9964
O, 8.4598, 9.6172, 12.8077
O, 1.2272, 1.5994, 13.5505
O, 9.8772, 2.8978, 13.0539
O, 9.1347, 7.2373, 11.3539
O, 6.2317, 1.557, 20.2172
O, 1.8456, 3.5946, 20.7396
O, 9.2367, 7.5545, 14.2024
O, 9.9586, 1.353, 16.1011
O, 10.4397, 9.9141, 17.2351
O, 8.7936, 1.1681, 20.9917
O, 2.4734, 7.3737, 10.4191

Results
free energy: -52153.794 eV
free energy less fixed offsets of H -15.86, O -447.96, Si -113.29 eV per atom: -0.044 eV
gap between the highest filled and lowest empty level on this k mesh: 1.508 eV

The program warned: the cutoff lies below the one the program advises for these potential files; the model core charge is not resolved on the grid; the forces do not sum to zero within the program's tolerance; the exchange-correlation potential is rough where the density is thin.
